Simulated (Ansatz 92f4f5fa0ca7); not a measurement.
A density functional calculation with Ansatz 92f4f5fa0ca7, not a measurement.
Periodic cell of 251 atoms, Si165O86, from a study of silicon, its oxide and their interface. The atomic structure is a simulated model.
Doubt: the cutoff is far below the 930 eV that the study's wrapper takes by default for these files, so forces and energies are approximate.

Settings
functional: PBE
potential files: Ansatz PAW
basis: plane waves
wave-function cutoff: 580 eV
density cutoff ratio: 5
exchange-correlation grid ratio: 1
k mesh: 1 x 1 x 1, Gamma-centred
self-consistency stop: 5e-08 eV per atom in the density residual
occupations: fixed
spin: none
net charge: 0

Cell vectors (angstrom)
a, 10.938, 0, 0
b, 0, 10.938, 0
c, 0, 0, 37.6053

Atoms and the computed forces on them: element, x, y, z (angstrom), force x, y, z (eV/angstrom)
Si, 0, 0, 0.683, -0.0025, 0.0048, 0.0043
Si, 5.469, 0, 0.683, -0.0078, -0.0123, -0.0061
Si, 2.7345, 2.7345, 0.683, -0.0159, 0.0157, -0.0174
Si, 8.2035, 2.7345, 0.683, 0.0503, -0.0179, -0.0138
Si, 0, 5.469, 0.683, -0.0213, -0.0054, -0.0151
Si, 5.469, 5.469, 0.683, -0.0079, 0.0506, -0.0092
Si, 2.7345, 8.2035, 0.683, -0.019, 0.0514, -0.0075
Si, 8.2035, 8.2035, 0.683, -0.0014, 0.0008, 0.0032
Si, 1.3673, 1.3673, 2.0503, 0.0184, -0.0022, -0.0278
Si, 6.8362, 1.3673, 2.0503, -0.0182, 0.0603, -0.08
Si, 4.1018, 4.1018, 2.0503, -0.0125, -0.0298, 0.0662
Si, 9.5708, 4.1018, 2.0503, -0.0247, 0.0157, -0.1745
Si, 1.3673, 6.8362, 2.0503, -0.0021, -0.0497, -0.0928
Si, 6.8362, 6.8362, 2.0503, -0.0727, 0.0249, -0.0591
Si, 4.1018, 9.5708, 2.0503, -0.0129, 0.0098, -0.184
Si, 9.5708, 9.5708, 2.0503, -0.0789, 0.0314, 0.0697
Si, 2.7345, 0, 35.5538, -0.0191, -0.0555, -0.0143
Si, 8.2035, 0, 35.5538, -0.0003, -0.0611, 0.0655
Si, 0, 2.7345, 35.5538, 0.087, -0.0106, -0.0097
Si, 5.469, 2.7345, 35.5538, 0.0938, 0.0315, 0.0534
Si, 2.7345, 5.469, 35.5538, -0.0463, -0.0379, 0.0733
Si, 8.2035, 5.469, 35.5538, -0.0476, -0.0011, -0.0461
Si, 0, 8.2035, 35.5538, 0.0368, 0.0443, 0.011
Si, 5.469, 8.2035, 35.5538, 0.0607, 0.015, -0.0162
Si, 4.1018, 1.3673, 36.9211, 0.0422, -0.0498, -0.0075
Si, 9.5708, 1.3673, 36.9211, -0.0123, -0.0119, -0.0093
Si, 1.3673, 4.1018, 36.9211, -0.0144, 0.0051, 0.0107
Si, 6.8362, 4.1018, 36.9211, 0.0004, -0.0238, 0.0239
Si, 4.1018, 6.8362, 36.9211, -0.0122, -0.0123, -0.0073
Si, 9.5708, 6.8362, 36.9211, -0.0008, 0.0413, -0.0118
Si, 1.3673, 9.5708, 36.9211, -0.0126, -0.033, 0.011
Si, 6.8362, 9.5708, 36.9211, 0.0357, -0.0077, 0.0078
Si, -0.2097, 0.184, 27.4499, -0.262, -0.0141, -0.0991
Si, 5.5316, -0.1522, 27.4779, -0.27, 0.5277, 0.1009
Si, 3.3392, 2.1642, 27.1552, -0.3612, 0.3672, 0.3536
Si, 8.6586, 2.6287, 27.2965, 0.1573, -0.1082, -0.1922
Si, -0.8318, 6.0499, 27.3538, 0.3581, 0.2961, 0.0781
Si, 5.1915, 5.7848, 27.3503, 0.2436, 0.1864, 0.0135
Si, 2.9027, 8.0028, 27.4207, 0.0389, -0.1836, -0.2135
Si, 8.4971, 7.9552, 27.6613, -0.0112, -0.0072, 0.0199
Si, 1.5063, 1.349, 28.6111, 0.1447, -0.0325, -0.255
Si, 6.9421, 1.3586, 28.6135, 0.3195, 0.1855, -0.0826
Si, 4.1383, 4.0073, 28.5442, 0.0726, -0.0407, -0.2348
Si, 9.5824, 4.2043, 28.7773, 0.0265, -0.0622, 0.1797
Si, 1.223, 6.7896, 28.5673, -0.1504, -0.0037, -0.1469
Si, 6.8382, 6.8153, 28.8293, -0.311, -0.2369, 0.0461
Si, 4.1158, 9.5243, 28.8096, -0.286, -0.261, 0.0581
Si, 9.6107, 9.5863, 28.8902, 0.1534, 0.0604, 0.0103
Si, 2.7376, -0.0142, 30.0926, -0.0587, -0.0166, 0.1649
Si, 8.2123, 0.0429, 30.1381, 0.0425, -0.0362, 0.0129
Si, 0.1243, 2.7927, 30.0192, 0.0353, -0.0482, -0.0637
Si, 5.5406, 2.7377, 29.9967, -0.0359, -0.0729, -0.0451
Si, 2.6691, 5.3745, 29.936, 0.0179, 0.038, -0.1594
Si, 8.1582, 5.3999, 30.1799, -0.2319, 0.0856, 0.0989
Si, 0.0837, 8.1735, 30.1307, -0.1628, 0.176, -0.0305
Si, 5.4803, 8.1867, 30.1664, 0.0966, -0.0373, 0.1013
Si, 4.1456, 1.3779, 31.4, -0.0494, -0.0064, -0.041
Si, 9.6457, 1.414, 31.4208, -0.0134, -0.0433, -0.1184
Si, 1.4158, 4.1011, 31.4704, -0.0123, -0.0578, -0.0238
Si, 6.809, 4.0468, 31.5037, 0.0629, 0.0254, 0.0273
Si, 4.0508, 6.7634, 31.3942, 0.038, 0.0596, -0.1043
Si, 9.5802, 6.8242, 31.4576, -0.025, -0.0232, -0.033
Si, 1.4012, 9.5629, 31.492, 0.1132, -0.0345, 0.0301
Si, 6.8475, 9.5888, 31.5065, -0.0853, 0.0514, -0.0296
Si, 0.0162, 0.0099, 32.8216, 0.0127, -0.0102, -0.0705
Si, 5.4639, 0.0207, 32.8303, 0.0553, -0.0577, -0.0094
Si, 2.7796, 2.7206, 32.8114, -0.0018, 0.0116, -0.0485
Si, 8.2366, 2.7158, 32.8251, -0.0303, 0.038, 0.008
Si, 0.0152, 5.4638, 32.8222, -0.0164, 0.0001, -0.0273
Si, 5.4365, 5.4511, 32.8136, -0.0277, -0.0802, -0.0016
Si, 2.7582, 8.1679, 32.8177, -0.0283, 0.0441, 0.0067
Si, 8.2248, 8.1991, 32.8362, -0.0134, 0.025, -0.0514
Si, 1.3839, 1.3753, 34.1821, 0.0145, -0.0195, -0.0044
Si, 6.8475, 1.3699, 34.1918, 0.0119, -0.0434, -0.0034
Si, 4.0995, 4.096, 34.1989, 0.0046, 0.0185, 0.0198
Si, 9.5784, 4.1044, 34.1897, 0.0012, 0.0034, -0.0081
Si, 1.3703, 6.8344, 34.191, -0.0007, -0.0017, -0.0068
Si, 6.8259, 6.8279, 34.175, 0.0012, 0.0496, -0.0115
Si, 4.1039, 9.5664, 34.1833, 0.0315, -0.0032, 0.0047
Si, 9.5819, 9.5813, 34.1901, -0.0462, 0.0003, 0.0039
Si, 2.7551, 0.0119, 3.4048, -0.0249, -0.0274, 0.0345
Si, 8.183, 0.0025, 3.4196, 0.0248, -0.0085, 0.0258
Si, 0.0024, 2.7481, 3.4033, -0.0638, 0.033, 0.023
Si, 5.4766, 2.7371, 3.4231, 0.0254, -0.0423, -0.0028
Si, 2.7297, 5.47, 3.4228, 0.0221, -0.0079, 0.0089
Si, 8.1782, 5.4457, 3.398, 0.0187, 0.0187, 0.0203
Si, -0.0032, 8.1911, 3.4063, 0.0736, -0.0108, 0.0078
Si, 5.4518, 8.204, 3.4069, -0.0239, 0.0499, 0.0021
Si, 4.1135, 1.3741, 4.7931, 0.0351, 0.0844, 0.048
Si, 9.5388, 1.4146, 4.7527, 0.0787, 0.0007, 0.0119
Si, 1.3555, 4.1086, 4.7899, -0.0214, -0.0562, 0.0147
Si, 6.8155, 4.1183, 4.808, -0.0263, 0.0025, 0.0687
Si, 4.1014, 6.839, 4.7853, 0.0238, 0.0449, 0.0223
Si, 9.5377, 6.8103, 4.7356, -0.0671, -0.0304, 0.021
Si, 1.4034, 9.5535, 4.7367, -0.0395, -0.0265, 0.0022
Si, 6.7669, 9.5987, 4.7805, -0.0123, -0.0664, 0.0142
Si, 0.0194, 0.0203, 5.997, -0.0222, 0.0458, 0.1204
Si, 5.4283, 0.0093, 6.2352, 0.0312, 0.0134, 0.0226
Si, 2.7627, 2.7673, 6.1424, 0.0317, -0.0922, 0.1127
Si, 8.1787, 2.7564, 6.1877, -0.0056, -0.0291, -0.0383
Si, -0.0733, 5.4415, 6.1332, -0.0194, -0.0199, 0.0032
Si, 5.4521, 5.5007, 6.1868, 0.007, -0.0472, 0.1785
Si, 2.7417, 8.1929, 6.1594, 0.007, 0.0405, 0.1017
Si, 8.1264, 8.1654, 6.0463, -0.0283, 0.047, 0.085
Si, 1.4434, 1.2745, 7.4122, 0.0947, -0.0736, -0.1773
Si, 6.7968, 1.4313, 7.5852, -0.0815, -0.0156, 0.0226
Si, 4.0462, 4.1799, 7.5889, -0.2257, 0.2939, 0.0324
Si, 9.5675, 4.0738, 7.5911, 0.0233, -0.1102, 0.0939
Si, 1.2293, 6.8808, 7.432, 0.1668, -0.0589, -0.0333
Si, 6.8685, 6.8392, 7.5775, 0.0412, 0.0248, -0.0392
Si, 4.0955, 9.5236, 7.6362, -0.05, -0.0805, 0.0335
Si, 9.4805, 9.6303, 7.236, 0.0193, 0.0068, -0.0578
Si, 2.6559, -0.0919, 8.9684, -0.3039, -0.047, -0.0257
Si, 8.2601, -0.0075, 8.7487, 0.0817, -0.1369, 0.2135
Si, 0.0501, 2.5352, 8.7494, 0.1731, 0.0804, 0.2339
Si, 5.4239, 2.8438, 8.959, 0.0508, -0.0718, -0.1487
Si, 2.5357, 5.6355, 8.9154, 0.1328, -0.0301, 0.1703
Si, 8.2629, 5.4933, 9.0081, -0.0547, -0.0197, -0.0044
Si, -0.1342, 8.3514, 8.6209, -0.0584, 0.1163, -0.0453
Si, 5.6028, 8.2798, 9.0095, 0.2015, 0.0349, 0.3017
Si, 3.8417, 1.5654, 10.1467, -0.1315, 0.0295, 0.5256
Si, 10.104, 0.7345, 9.9476, -0.2234, 0.1293, -0.0737
Si, 1.3239, 3.3739, 10.5462, -0.0269, -0.0859, -0.5017
Si, 6.5791, 4.4521, 10.3113, -0.0733, 0.062, 0.3388
Si, 4.6068, 6.94, 10.7058, -0.0726, -0.0079, -0.138
Si, 9.4432, 7.2297, 10.1376, 0.0376, 0.0959, 0.3125
Si, 0.7598, 9.8579, 10.1825, 0.332, 0.2594, -0.1475
Si, 7.2359, 9.4109, 10.2124, 0.1017, 0.2487, -0.194
O, 6.7394, -0.768, 11.582, -0.0598, -0.035, -0.0176
O, 8.2457, 8.215, 10.7681, 0.0664, -0.0356, -0.4056
O, 5.3618, 5.4857, 10.7667, 0.1789, -0.1189, -0.0974
O, -1.3468, 1.3892, 11.3959, 0.079, -0.1773, 0.0166
O, 1.7521, 4.9014, 10.181, -0.0446, -0.0328, -0.1917
O, 4.6905, 0.9138, 11.3865, -0.0264, -0.0309, -0.0855
O, 10.5245, 7.0581, 11.4162, -0.1862, 0.049, -0.0547
O, 4.1816, 7.3034, 12.2602, 0.0365, 0.0154, -0.1205
O, 0.3811, 3.4078, 11.8834, -0.0841, 0.0404, 0.1657
O, 3.2463, 6.8501, 9.7899, -0.2175, -0.136, -0.1607
O, 13.6213, 2.51, 10.8915, 0.0663, -0.1065, -0.2924
O, 7.2837, 14.9649, 11.7436, -0.0163, 0.0654, -0.255
O, 8.1352, 6.0171, 24.7436, -0.0779, -0.0728, -0.0821
O, 4.0303, 6.8944, 26.9323, -0.0637, -0.0844, 0.3925
O, 11.1567, -0.6745, 26.0937, 0.0527, -0.0328, 0.1077
O, 13.2733, -2.3291, 25.9894, 0.0207, 0.1163, 0.1035
O, 5.8375, 5.4154, 25.8612, -0.0156, -0.0508, 0.0445
O, 2.8032, 2.651, 25.6537, 0.1491, -0.0605, 0.1832
O, 8.5531, 3.5791, 25.8974, -0.0335, -0.0783, 0.1091
O, 4.5042, 1.0318, 26.8078, 0.0715, -0.1315, 0.0796
Si, 2.3926, 6.2305, 16.035, -0.0255, 0.1047, 0.0886
Si, 8.2859, 10.5712, 23.823, 0.1709, -0.061, -0.2685
Si, 3.9571, 10.4294, 14.539, -0.184, 0.0264, 0.1094
Si, 10.3363, 2.2764, 12.5391, 0.0707, 0.018, -0.0425
Si, 14.0934, 7.5521, 13.5094, 0.0831, 0.2137, 0.127
Si, 9.2655, 5.0015, 25.3701, 0.3617, 0.0256, 0.1961
Si, 10.8304, 9.6904, 22.683, -0.157, 0.0653, -0.1805
Si, 2.7746, 4.606, 18.625, 0.0207, 0.0624, 0.0688
Si, 7.0382, 3.1762, 15.9152, -0.0007, 0.027, 0.0318
Si, 12.7611, 8.5329, 17.7917, -0.056, -0.0074, 0.1263
Si, 0.3337, 8.3854, 12.087, 0.0919, 0.1159, -0.2023
Si, 3.7718, 10.8116, 17.5018, 0.0049, -0.0317, -0.0555
Si, 10.6787, 4.4391, 22.6301, -0.0165, -0.0535, -0.1428
Si, 6.9732, 9.2034, 26.2599, 0.6164, -0.5338, -0.261
Si, 17.2699, 0.2235, 21.5436, 0.0084, 0.0374, -0.0161
Si, 10.9313, 12.7263, 17.2052, -0.0456, -0.083, 0.0278
Si, 0.8773, 7.8438, 20.5247, -0.0342, 0.0099, 0.1279
Si, 5.9179, 11.36, 12.3209, -0.0963, -0.1709, -0.2825
Si, -0.3696, 7.1357, 16.3175, 0.0204, 0.037, 0.0192
Si, 5.3943, 5.7782, 21.9325, -0.087, -0.1177, -0.1567
Si, 12.0233, 11.5403, 14.6771, 0.1091, -0.0356, 0.1391
Si, 16.9606, -7.9157, 20.8658, 0.0262, 0.0044, -0.0539
Si, 9.4998, 5.8859, 20.2183, 0.0187, -0.0194, 0.0648
Si, 9.8807, 9.4356, 14.5975, 0.1548, 0.0081, 0.2022
Si, 7.538, 14.0188, 13.0297, -0.1414, 0, 0.1761
Si, 9.503, 4.4615, 17.5742, -0.0035, -0.0307, 0.0569
Si, 5.8361, 4.247, 18.2669, 0.0657, -0.0974, -0.0175
Si, 6.4513, 9.8533, 18.6954, 0.0651, 0.0617, 0.0886
Si, 2.2521, 1.648, 24.4858, -0.1952, 0.0667, -0.2493
Si, 2.1127, 12.6071, 19.1086, 0.0255, -0.08, 0.0677
Si, 10.4577, 1.5887, 23.2264, -0.0348, -0.0924, -0.2487
Si, 3.6165, 1.417, 21.6241, 0.1046, -0.0369, -0.118
Si, 1.5037, 9.7584, 25.2072, -0.1833, -0.1641, 0.1624
Si, 2.3339, 5.6732, 21.4525, -0.0435, 0.0444, 0.1709
Si, 6.5567, 6.4494, 24.8015, -0.0371, 0.1133, 0.1471
Si, 6.7319, 6.872, 19.4686, 0.0168, -0.0559, 0.036
Si, 8.1881, 0.3511, 16.3622, 0.0185, 0.0898, 0.1195
O, 10.7074, 14.3399, 17.3076, -0.0075, 0.0601, -0.0261
O, 4.4325, 10.8668, 16.0302, -0.0071, 0.0092, -0.0635
O, 9.0118, 1.1017, 23.8131, -0.0078, 0.0843, 0.1469
O, 9.6978, 5.3771, 21.7465, -0.0477, 0.0538, -0.0141
O, 14.3025, 23.1992, 18.1075, 0.0183, 0.0048, -0.0183
O, 9.3412, 4.6148, 19.1965, -0.004, -0.0196, -0.0304
O, 6.8502, 1.7854, 21.5169, -0.0517, -0.0512, -0.013
O, 9.5374, 0.9894, 17.0053, -0.0068, -0.0136, -0.0343
O, -0.809, 20.111, 13.0015, 0.0179, -0.0961, -0.0242
O, 9.1351, 2.9856, 13.3766, 0.09, 0.0079, 0.0241
O, 11.2772, 10.1449, 15.0984, -0.0674, -0.0767, -0.0411
O, 5.2477, 10.7666, 13.6526, 0.1026, 0.0447, -0.0352
O, 6.9201, 12.5611, 12.696, 0.0553, 0.0471, 0.062
O, 8.6103, 10.3697, 15.0627, 0.0019, -0.0326, -0.1544
O, 9.7199, 1.4002, 26.9118, -0.0693, 0.0778, 0.3184
O, 7.2225, 12.4977, 15.8553, 0.0004, 0.0088, -0.0618
O, 16.5341, 6.777, 20.6475, 0.0067, 0.0502, 0.084
O, 6.9827, 10.4857, 22.8585, -0.091, 0.0025, -0.0149
O, 12.5887, 7.8708, 12.9243, -0.1199, -0.0995, 0.0644
O, 2.497, 4.9342, 17.0369, -0.0011, 0.0167, -0.0598
O, 1.8676, 8.4891, 19.4127, 0.0394, -0.0374, -0.027
O, 9.7072, 5.985, 17.0455, -0.0168, 0.0006, -0.0278
O, 8.2455, 14.7926, 16.7605, -0.0175, 0.0231, -0.0222
O, 8.1762, 6.8109, 20.1998, -0.001, 0.0098, -0.0115
O, 6.6263, 8.2504, 18.6477, 0.0048, -0.0269, -0.0481
O, 0.2798, 8.2341, 17.3475, -0.0021, -0.0081, -0.0525
O, 6.8383, 10.4243, 20.1784, -0.0154, 0.0011, 0.0282
O, 2.3304, 5.6414, 19.8082, -0.0277, -0.0344, -0.1585
O, 4.3596, 4.5179, 18.8148, 0.0149, 0.0179, 0.0405
O, 11.224, 12.2339, 13.4609, -0.1038, 0.0493, -0.0837
O, 3.806, 5.4468, 22.0853, 0.0576, 0.0053, 0.0038
O, -0.1539, 6.7962, 19.8147, 0.0331, -0.0186, -0.0682
O, 12.9431, 3.2753, 19.0964, -0.023, 0.0381, -0.0071
O, 9.3342, 9.4421, 23.2833, 0.0363, 0.0208, 0.0954
O, 13.3353, 1.0571, 20.5954, 0.0282, 0.034, 0.0372
O, 0.649, 1.9612, 24.3508, 0.0519, 0.0139, 0.1201
O, 3.2199, 6.303, 14.6107, -0.0645, 0.0353, -0.0534
O, 4.6951, 0.1809, 21.7194, -0.0052, -0.002, -0.0014
O, 2.606, 11.2749, 14.1637, -0.0063, 0.0099, -0.0224
O, 3.6352, 8.8484, 14.3764, -0.0042, -0.1257, -0.0377
O, 12.705, 7.1783, 21.7293, 0.0127, -0.0305, -0.0848
O, 6.4999, 3.1604, 19.3042, -0.0689, 0.0371, 0.0069
O, 7.4, 10.4682, 17.5236, -0.0041, -0.0594, 0.0136
O, 3.0323, 1.8527, 23.0732, -0.0028, -0.0085, 0.1214
O, 11.602, 12.0972, 18.5621, 0.0196, 0.0514, -0.0244
O, 6.6152, 16.6148, 18.3555, -0.0206, 0.0317, -0.0082
O, 10.2545, 2.8977, 22.295, 0.008, -0.0271, 0.0826
O, 10.4157, 4.7602, 24.2147, -0.1549, -0.0508, 0.0452
O, 9.6358, 7.9755, 15.2931, 0.018, 0.0087, -0.0254
O, 2.3674, 9.9953, 17.3738, -0.0041, -0.0023, 0.0201
O, 6.3503, 7.9965, 25.3143, -0.1285, 0.075, -0.1653
O, 5.9083, 6.418, 23.3194, 0.0735, 0.0234, 0.1017
O, 12.2475, 4.6288, 22.1913, 0.0024, -0.0273, 0.0285
O, 4.8686, 10.1491, 18.4842, -0.0069, -0.0111, 0.0336
O, 11.9855, 12.5262, 15.9695, -0.0372, 0.018, -0.0343
O, 7.8371, 10.2497, 25.3352, -0.167, 0.1921, 0.0676
O, 2.4727, 11.0399, 24.9566, 0.1662, -0.0627, -0.0469
O, 10.9238, -1.9592, 21.2452, 0.025, 0.0347, 0.0365
O, 6.8736, 14.6586, 14.3864, 0.034, -0.0588, -0.0685
O, 5.7192, 3.6229, 16.767, 0.0417, 0.0262, -0.0569
O, 6.2717, 4.418, 21.6601, 0.0061, 0.0546, 0.0955
O, 11.0517, 11.2794, 22.3591, 0.0136, -0.0207, 0.1167
O, 4.4243, 2.6829, 20.9783, -0.0556, -0.0271, 0.0558
O, 0.8439, 6.3804, 15.5372, 0.0457, -0.0067, -0.0136
O, 0.971, -1.7811, 23.787, 0.121, 0.0462, 0.0944
O, 13.7488, 7.4658, 17.0414, -0.0413, -0.0886, -0.0918

Results
free energy: -153802.170 eV
free energy less fixed offsets of O -568.88, Si -635.61 eV per atom: -2.840 eV

The program warned: the cutoff lies below the one the program advises for these potential files; the forces do not sum to zero within the program's tolerance; the exchange-correlation potential is rough where the density is thin.
